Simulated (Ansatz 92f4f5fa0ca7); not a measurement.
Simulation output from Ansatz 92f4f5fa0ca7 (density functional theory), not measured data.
Periodic cell of 226 atoms, Si134O92, from a study of silicon, its oxide and their interface. The atomic structure is a simulated model.
Doubt: the cutoff is far below the 930 eV that the study's wrapper takes by default for these files, so forces and energies are approximate.
This geometry differs little from another in the collection (a relaxation step or a small displacement).

Settings
functional: PBE
potential files: Ansatz PAW
basis: plane waves
wave-function cutoff: 580 eV
density cutoff ratio: 5
exchange-correlation grid ratio: 1
k mesh: 1 x 1 x 1, Gamma-centred
self-consistency stop: 5e-08 eV per atom in the density residual
occupations: fixed
spin: none
net charge: 0

Cell vectors (angstrom)
a, 10.938, 0, 0
b, 0, 10.938, 0
c, 0, 0, 32.8871

Atoms: element, x, y, z (angstrom)
Si, -0.1488, 0.195, 25.3619
Si, 5.8606, -0.3014, 25.4406
Si, 2.5481, 2.9839, 25.4955
Si, 8.5944, 2.4436, 25.5418
Si, 0.2743, 5.105, 25.627
Si, 5.2453, 5.6842, 25.3582
Si, 2.9918, 7.9289, 25.2247
Si, 8.0911, 8.3991, 25.2799
Si, 1.4237, 1.3215, 26.7293
Si, 6.9343, 1.3046, 26.7748
Si, 4.1314, 4.1443, 26.7685
Si, 9.6698, 3.9801, 26.9421
Si, 1.4501, 6.8294, 26.6941
Si, 6.8929, 6.8248, 26.6322
Si, 4.1633, 9.4881, 26.6379
Si, 9.6196, 9.5503, 26.6784
Si, 2.7993, -0.0646, 28.0564
Si, 8.2697, -0.0568, 28.1324
Si, 0.0991, 2.6222, 28.203
Si, 5.5038, 2.71, 28.0785
Si, 2.7549, 5.4754, 28.1349
Si, 8.2164, 5.4493, 28.0873
Si, 0.036, 8.1793, 28.0592
Si, 5.5135, 8.1565, 28.0746
Si, 4.1018, 1.3673, 29.4689
Si, 9.5708, 1.3673, 29.4689
Si, 1.3673, 4.1018, 29.4689
Si, 6.8362, 4.1018, 29.4689
Si, 4.1018, 6.8362, 29.4689
Si, 9.5708, 6.8362, 29.4689
Si, 1.3673, 9.5708, 29.4689
Si, 6.8362, 9.5708, 29.4689
Si, 0, 0, 30.8361
Si, 5.469, 0, 30.8361
Si, 2.7345, 2.7345, 30.8361
Si, 8.2035, 2.7345, 30.8361
Si, 0, 5.469, 30.8361
Si, 5.469, 5.469, 30.8361
Si, 2.7345, 8.2035, 30.8361
Si, 8.2035, 8.2035, 30.8361
Si, 1.3673, 1.3673, 32.2034
Si, 6.8362, 1.3673, 32.2034
Si, 4.1018, 4.1018, 32.2034
Si, 9.5708, 4.1018, 32.2034
Si, 1.3673, 6.8362, 32.2034
Si, 6.8362, 6.8362, 32.2034
Si, 4.1018, 9.5708, 32.2034
Si, 9.5708, 9.5708, 32.2034
Si, 2.7345, 0, 0.6835
Si, 8.2035, 0, 0.6835
Si, 0, 2.7345, 0.6835
Si, 5.469, 2.7345, 0.6835
Si, 2.7345, 5.469, 0.6835
Si, 8.2035, 5.469, 0.6835
Si, 0, 8.2035, 0.6835
Si, 5.469, 8.2035, 0.6835
Si, 4.1018, 1.3673, 2.0507
Si, 9.5708, 1.3673, 2.0507
Si, 1.3673, 4.1018, 2.0507
Si, 6.8362, 4.1018, 2.0507
Si, 4.1018, 6.8362, 2.0507
Si, 9.5708, 6.8362, 2.0507
Si, 1.3673, 9.5708, 2.0507
Si, 6.8362, 9.5708, 2.0507
Si, 0, 0, 3.418
Si, 5.469, 0, 3.418
Si, 2.7345, 2.7345, 3.418
Si, 8.2035, 2.7345, 3.418
Si, 0, 5.469, 3.418
Si, 5.469, 5.469, 3.418
Si, 2.7345, 8.2035, 3.418
Si, 8.2035, 8.2035, 3.418
Si, 1.4255, 1.3058, 4.8257
Si, 6.748, 1.4301, 4.8059
Si, 4.0164, 4.1486, 4.819
Si, 9.5143, 4.1708, 4.7102
Si, 1.3438, 6.8586, 4.8265
Si, 6.7677, 6.9167, 4.6705
Si, 4.0386, 9.6341, 4.8759
Si, 9.5328, 9.6173, 4.7433
Si, 2.7527, 0.0351, 6.4906
Si, 8.0854, -0.0071, 6.0811
Si, -0.1671, 2.6528, 5.9384
Si, 5.3555, 2.7921, 6.2295
Si, 2.5923, 5.4567, 6.2957
Si, 8.1721, 5.6236, 5.9634
Si, -0.0451, 8.2648, 6.1257
Si, 5.3848, 8.1491, 6.0989
Si, 3.7579, 1.8894, 7.8099
Si, 9.6372, 1.1834, 7.3594
Si, 1.1975, 3.7628, 7.4023
Si, 6.6669, 4.4628, 7.2532
Si, 4.3458, 6.5574, 7.5063
Si, 9.2574, 7.163, 7.3992
Si, 0.9132, 9.8332, 7.5978
Si, 6.9612, 9.3354, 7.3476
O, 5.5315, 5.4698, 7.9317
O, -0.0611, 0.1978, 7.7155
O, 2.363, 2.8173, 8.0762
O, 8.1406, 8.2747, 7.8276
O, 2.2766, 8.5389, 23.8428
O, 8.1477, 5.4884, 22.7913
O, 6.946, 9.5252, 24.8358
O, 1.3866, 4.0541, 24.9778
O, 6.2875, 10.1063, 8.581
O, -0.2323, 4.1393, 8.7772
O, 0.7521, 9.2274, 9.1183
O, 7.826, 3.9921, 8.3357
O, 9.808, 6.5692, 8.8493
O, 4.4921, 1.8881, 9.2856
O, 3.8256, 7.2856, 8.8932
O, 9.2823, 1.868, 8.8332
O, 5.2709, 0.5335, 24.1618
O, 8.0192, 3.2749, 24.2709
O, 11.7539, 6.6934, 19.7613
O, 5.9063, 4.8796, 24.0801
O, 8.8221, 7.8046, 23.8935
O, 3.2971, 2.3847, 24.1632
O, 4.1314, 6.7923, 24.7834
O, 11.4125, -0.4443, 23.9674
Si, 11.8053, 9.1083, 10.7436
Si, 7.1599, 15.3226, 11.4799
Si, 8.2845, 11.4186, 15.0407
Si, 2.1059, 13.1505, 19.2745
Si, 4.7853, 13.5792, 10.7335
Si, 1.7723, -2.3607, 17.5607
Si, 5.0041, 1.4811, 18.719
Si, 0.8724, -0.5986, 20.0503
Si, -0.7422, 7.7441, 12.9574
Si, -3.1404, -1.8743, 16.5399
Si, 9.1829, 2.5338, 16.6606
Si, 8.9928, 3.388, 9.2559
Si, 6.5764, 10.0432, 10.2859
Si, 10.9352, 5.6623, 9.5562
Si, 1.7658, 9.0457, 14.4756
Si, 4.0199, 12.1118, 23.3531
Si, 5.3751, 3.0322, 21.3174
Si, -3.7369, 7.5769, 12.0132
Si, -1.8845, -1.8135, 19.1439
Si, 11.4561, 5.7022, 21.0194
Si, 6.3793, 2.3489, 15.9542
Si, 16.6017, 4.4345, 14.0761
Si, 0.0734, 4.9062, 12.6306
Si, 10.3686, 2.3069, 13.9533
Si, 1.7231, 9.9014, 23.0812
Si, 3.1658, 4.6823, 12.1381
Si, 6.0054, 6.9303, 15.9701
Si, -4.8105, 9.5476, 18.9379
Si, 10.6542, 6.8036, 18.5534
Si, 4.3582, 7.0272, 18.5528
Si, -0.2432, 3.908, 18.748
Si, 4.554, 0.1603, 12.1275
Si, 12.4917, 11.3801, 12.6799
Si, 2.7684, 6.982, 10.0951
Si, 7.2025, 4.2642, 23.2921
Si, 9.4069, 6.3898, 23.2802
Si, 4.7134, -2.3105, 13.8118
Si, 3.2592, 4.8285, 20.7151
O, 9.0556, -1.5739, 17.5277
O, -4.4728, 9.6257, 17.3343
O, 11.7088, 1.7795, 13.1757
O, 10.5344, 6.2179, 13.4283
O, 3.8346, 5.8496, 19.5688
O, 12.4361, 6.2164, 9.3148
O, 7.5937, 11.2083, 10.7958
O, -3.4089, -3.4625, 16.2795
O, 5.9255, 3.8132, 10.5577
O, 15.2064, 4.7701, 13.3165
O, -1.2731, 1.3346, 24.9264
O, 5.1448, 8.1729, 15.3296
O, 8.9149, 11.8644, 16.5066
O, 3.067, 8.2741, 13.7807
O, 4.9597, 10.1401, 10.9132
O, 2.0216, 5.4385, 21.6204
O, 13.2513, 8.3357, 10.8712
O, 1.2743, -1.2517, 21.518
O, 1.1114, 3.0882, 18.3108
O, 5.5507, 2.6425, 19.7446
O, 3.0367, 7.6295, 17.8561
O, 1.9604, -1.7551, 16.0821
O, 0.7468, 10.5305, 11.5223
O, 2.9422, 0.0214, 23.0434
O, 3.3871, 3.3892, 11.1721
O, 0.3913, 7.7197, 17.4152
O, -0.5592, 13.7597, 15.5411
O, -2.3796, 7.8807, 12.9552
O, 7.2917, 6.0005, 11.4925
O, 5.1973, 8.2373, 19.3029
O, 5.3007, 6.4068, 17.3608
O, 5.7719, 7.8033, 12.848
O, 10.6948, 5.2617, 11.0701
O, -0.4751, 6.4952, 22.0393
O, -1.6796, 1.0898, 13.8671
O, -0.5205, 5.3107, 17.9432
O, 8.1099, 9.8038, 15.1115
O, 6.8511, 3.9558, 13.0372
O, 4.5592, 4.4277, 21.598
O, 8.5392, 3.7148, 10.7764
O, 7.563, 9.4403, 19.7537
O, 10.6854, 8.1132, 11.4114
O, 7.7392, 14.1753, 16.2866
O, 1.7851, 10.6028, 14.0663
O, 0.2592, 8.5488, 14.0014
O, 10.0775, 3.673, 13.1099
O, 14.3184, 6.0022, 11.21
O, -3.7407, 8.4786, 10.6992
O, -0.1814, 4.3283, 20.3598
O, 6.7985, 12.0766, 14.9385
O, 13.9396, 11.6186, 12.0268
O, 16.2516, 3.2755, 15.1647
O, 6.8105, 3.3401, 22.0124
O, 5.2869, 12.5702, 11.9188
O, 5.3565, 10.9335, 19.3164
O, 3.3806, 1.567, 18.4958
O, 9.5142, 2.9147, 18.2138
O, 1.2571, 11.9473, 20.0284
O, 1.6592, 9.6669, 18.7812
O, 10.2456, 5.656, 24.4419
O, 6.1693, 5.7281, 14.9063
O, 4.615, 1.7501, 21.9707
O, 2.702, 14.296, 20.2623
O, -0.7397, 20.9902, 19.8592
O, 4.8283, -0.6857, 13.5285
O, 5.7169, 1.7424, 17.2971
O, 1.6719, 4.6331, 12.7908
O, 9.3462, 7.5031, 19.2507

Results
free energy: -137503.207 eV
free energy less fixed offsets of O -568.88, Si -635.61 eV per atom: 5.493 eV

Forces (eV/angstrom), in the order of the atoms: element, x, y, z
Si, -0.005, 0.0047, -0.0361
Si, -0.0193, 0.0067, 0.0352
Si, -0.007, 0.0056, -0.0279
Si, -0.0097, 0.0092, 0.0458
Si, -0.0149, 0.0116, 0.0192
Si, -0.0062, 0.0047, -0.0392
Si, -0.0063, 0.0109, 0.0107
Si, -0.0018, -0.0002, -0.0443
Si, 0.0114, -0.008, 0.0229
Si, 0.003, -0.0033, -0.0075
Si, 0.0065, -0.0105, 0.0201
Si, 0.0068, -0.0068, -0.01
Si, -0.0029, -0.0045, -0.0063
Si, 0.0109, -0.0163, 0.0274
Si, 0.0041, 0.004, -0.0066
Si, 0.0172, -0.0135, 0.0173
Si, 0.0024, -0.0021, -0.0054
Si, -0.0148, 0.0157, 0.0066
Si, -0.0084, 0.0127, -0.0007
Si, 0.0022, 0.0024, -0.0016
Si, -0.006, 0.0082, 0.0016
Si, -0.0019, 0.0036, -0.0079
Si, 0.0038, -0.0021, -0.0023
Si, -0.0129, 0.0084, 0.0062
Si, 0.1076, -0.1302, -0.2846
Si, 0.132, -0.4474, 0.5852
Si, 0.2723, -0.001, 0.3851
Si, -0.0125, -0.0082, -0.0997
Si, 0.257, 0.0598, 0.1595
Si, 0.0732, 0.0177, -0.2629
Si, 0.1145, -0.0779, -0.2858
Si, 0.0235, -0.2003, -0.0041
Si, -0.1278, 0.0736, 0.0398
Si, 0.0236, 0.0102, -0.0255
Si, -0.0172, 0.1558, 0.0232
Si, 0.005, 0.0265, -0.0435
Si, -0.0329, -0.0333, -0.0255
Si, -0.0632, 0.0234, -0.0005
Si, 0.0423, 0.0436, -0.0209
Si, -0.0676, 0.0522, -0.0019
Si, 0.016, -0.0887, -0.0215
Si, 0.0355, 0.0234, -0.0266
Si, 0.0879, -0.0724, 0.0014
Si, -0.0072, -0.0187, -0.0156
Si, -0.0077, -0.0289, -0.0254
Si, 0.0628, -0.0533, -0.0201
Si, -0.0148, -0.0054, -0.0141
Si, 0.0937, -0.058, -0.0053
Si, 0.0044, 0.0398, 0.0396
Si, -0.0796, 0.0209, 0.0069
Si, -0.0448, 0.0666, 0.0111
Si, 0.0044, 0.0295, 0.0116
Si, -0.0439, 0.0187, 0.0184
Si, -0.038, 0.04, 0.0467
Si, -0.053, 0.0073, 0.0093
Si, -0.0292, 0.0518, 0.0024
Si, 0.0301, -0.0238, 0.0041
Si, 0.0851, 0.0091, 0.056
Si, -0.0315, -0.0515, 0.042
Si, -0.0635, -0.1639, -0.0327
Si, 0.089, -0.059, 0.0152
Si, 0.0601, 0.0184, -0.0129
Si, -0.0833, -0.0685, -0.0232
Si, 0.1356, -0.0408, -0.0153
Si, 0.3145, -0.0206, -0.0923
Si, -0.3271, 0.0758, 0.3069
Si, -0.0153, -0.1189, 0.1456
Si, -0.4853, 0.0808, -0.0977
Si, 0.2205, 0.2919, -0.1672
Si, -0.4373, -0.1332, -0.2211
Si, -0.0751, 0.2882, 0.445
Si, 0.0228, 0.4561, -0.6501
Si, 0.0134, 0.0069, -0.0044
Si, -0.0116, -0.0077, -0.0053
Si, 0.0088, -0.0218, -0.0035
Si, 0.006, -0.002, -0.008
Si, 0.0024, -0.0061, -0.001
Si, 0.0109, -0.0118, -0.0048
Si, -0.0086, 0.0049, 0.0041
Si, -0.0051, -0.0195, 0.0001
Si, -0.0107, -0.0007, 0.0072
Si, -0.0069, 0.0292, 0.0157
Si, -0.0304, -0.0292, 0.0069
Si, 0.0108, 0.0449, 0.0178
Si, -0.0262, -0.0034, -0.0265
Si, -0.0028, 0.031, 0.0448
Si, -0.0015, 0.0169, 0.0075
Si, -0.0229, 0.015, -0.0011
Si, -0.0156, 0.0112, -0.0185
Si, -0.0064, 0.0385, 0.1479
Si, 0.1085, 0.0002, -0.0716
Si, 0.0322, -0.058, -0.0061
Si, 0.0134, -0.0199, 0.0085
Si, 0.0446, -0.0637, -0.0223
Si, -0.0177, 0.0056, 0.0019
Si, 0.2094, -0.1716, -0.2368
O, -0.0103, 0.0195, -0.0033
O, 0.003, 0.006, -0.0365
O, 0.0196, -0.0135, -0.0008
O, -0.1146, 0.066, 0.0289
O, -0.0018, 0.0004, 0.0085
O, -0.0008, 0.0017, 0.0178
O, 0.0164, -0.0143, 0.0046
O, 0.01, -0.0099, 0.0051
O, -0.2495, -0.4078, 1.5636
O, -0.0627, 0.1046, 0.0831
O, 0.0236, -0.0161, 0.0046
O, -0.0524, 0.0513, -0.0621
O, -0.0364, 0.0461, -0.0252
O, -0.0312, -0.0294, -0.0377
O, 0.016, 0.0301, -0.0004
O, 0.0574, 0.0734, -0.1369
O, -0.0006, 0.0027, -0.0051
O, -0.0044, 0.0057, -0.0108
O, -0.0014, 0.0005, 0.0091
O, -0.0055, 0.0051, 0.0307
O, 0.0026, -0.0003, 0.0229
O, -0.0038, 0.0059, 0.0229
O, 0.0082, -0.0092, 0.0066
O, -0.0084, 0.0043, 0.0265
Si, -0.1246, 0.0635, 0.0258
Si, 0.0578, -0.2426, -0.0307
Si, 0.0206, 0.0297, -0.1798
Si, -0.0018, -0.0002, -0.0234
Si, 0.1505, -0.0663, 0.0975
Si, -0.0079, 0.0016, 0.0028
Si, 0.0063, 0.0017, -0.0307
Si, -0.0073, 0.003, -0.0256
Si, 0.0813, 0.0502, -0.026
Si, 0.0199, 0.0452, -0.0426
Si, 0, -0.0276, -0.0511
Si, -0.0493, -0.207, 0.095
Si, 1.778, 1.865, 1.1985
Si, -0.0133, -0.0973, -0.0387
Si, -0.0625, 0.0143, 0.0164
Si, -0.0001, -0.0046, -0.0353
Si, -0.0046, -0.0071, -0.0321
Si, 0.0048, -0.2984, 0.5091
Si, 0.0003, 0.0021, -0.032
Si, -0.0034, -0.0033, -0.0272
Si, 0.0363, -0.0392, -0.04
Si, 0.0167, -0.0555, -0.0123
Si, -0.0427, -0.0065, -0.0137
Si, -0.1076, -0.0974, -0.0302
Si, 0.0064, -0.0065, -0.035
Si, -0.0139, -0.0475, 0.0185
Si, 0.0219, -0.0235, 0.0168
Si, 0.0025, 0.0073, -0.022
Si, -0.0048, -0.0051, -0.0147
Si, -0.0006, -0.001, -0.0089
Si, -0.0136, -0.0125, -0.0249
Si, 0.2711, 0.5836, 0.4623
Si, -0.1976, -0.0013, 0.033
Si, -0.0724, -0.0516, 0.0149
Si, 0.0027, 0.0028, -0.0328
Si, 0.0122, -0.0091, -0.0214
Si, -0.0443, -0.0061, 0.1271
Si, -0.0044, -0.0086, -0.0221
O, 0.0031, -0.0092, 0.0288
O, -0.0129, -0.0081, 0.0175
O, 0.0658, -0.0146, -0.0208
O, -0.0053, -0.024, -0.0111
O, -0.0006, 0.0028, 0.0071
O, 0.0482, 0.0284, -0.0066
O, -1.8884, -1.981, -1.0039
O, -0.015, -0.0181, 0.002
O, -0.0383, 0.0411, -0.0074
O, -0.003, 0.0148, -0.0008
O, 0.016, -0.0167, 0.0013
O, -0.0123, 0.0083, -0.0321
O, -0.0003, 0.0069, 0.0488
O, 0.0352, -0.009, -0.0223
O, 1.1538, -0.8402, -1.1901
O, 0.0024, -0.0007, 0.0129
O, 0.056, 0.0077, -0.0038
O, -0.0002, -0.0001, 0.023
O, 0.0062, -0.0017, 0.0122
O, -0.0008, 0.0021, 0.021
O, 0.0046, -0.0011, 0.0079
O, 0.0086, -0.0018, -0.0163
O, 0.0676, -0.0201, 0.0017
O, -0.0016, 0.0039, 0.0185
O, -0.0223, 0.0183, -0.0087
O, -0.0001, -0.0008, 0.0071
O, 0.0085, 0.0241, 0.0389
O, -0.1159, -0.0168, -0.107
O, -0.0103, 0.2824, -0.0084
O, -0.0037, -0.0034, 0.0115
O, -0.0035, 0.0041, -0.0007
O, 0.0822, 0.0189, -0.1462
O, 0.0101, -0.0122, 0.0807
O, -0.0142, 0.0014, 0.0297
O, 0.0547, 0.0431, 0.0855
O, 0.0002, 0.0109, 0.0095
O, -0.016, -0.0524, 0.0527
O, -0.0205, 0.0567, 0.0061
O, -0.0008, 0.0013, 0.0151
O, -0.032, 0.102, 0.0151
O, -0.0036, -0.0019, 0.0152
O, 0.0016, -0.028, 0.0127
O, -0.0065, 0.012, 0.0147
O, 0.0311, -0.0036, -0.003
O, 0.0114, -0.0097, 0.0061
O, 0.015, 0.0358, -0.0019
O, 0.0169, 0.0291, -0.0186
O, -0.962, 1.2324, -0.9866
O, 0.0003, 0.002, 0.0168
O, -0.0311, 0.0221, 0.0536
O, 0.112, -0.095, -0.1037
O, -0.0136, 0.0201, 0.0021
O, 0.0035, 0.0007, 0.0173
O, -0.2147, -0.0706, -0.0128
O, -0.0005, -0.0064, 0.0146
O, -0.0064, 0, 0.0128
O, 0.0071, 0.0086, 0.0265
O, -0.0003, -0.0012, 0.0139
O, 0.002, -0.0024, 0.0044
O, -0.0009, 0.0084, -0.0111
O, -0.0041, 0.0296, 0.0057
O, 0.0012, 0.0042, 0.0183
O, 0.0031, 0.006, 0.0164
O, -0.0038, -0.0026, 0.0118
O, -0.0444, -0.0299, -0.1488
O, -0.0129, -0.0021, 0.0275
O, 0.0095, 0.0196, -0.007
O, 0.0002, 0.0014, 0.0125

The program warned: the cutoff lies below the one the program advises for these potential files; the forces do not sum to zero within the program's tolerance; the exchange-correlation potential is rough where the density is thin.
